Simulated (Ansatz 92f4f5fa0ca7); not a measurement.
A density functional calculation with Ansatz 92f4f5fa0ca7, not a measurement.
Periodic cell of 193 atoms, Si117O76, from a study of silicon, its oxide and their interface. The atomic structure is a simulated model.

Settings: functional r2SCAN; potential files Ansatz norm-conserving; basis plane waves; wave-function cutoff 1300 eV; density cutoff ratio 4; exchange-correlation grid ratio 1; k mesh 2 x 2 x 1, shifted by 0.5 0.5 0.5 of a step; self-consistency stop 5e-08 eV per atom in the density residual; occupations Fermi-Dirac, 0.05 eV; spin none; net charge 0.

Cell vectors (angstrom)
a, 11.5403, 0, 0
b, 0, 11.5403, 0
c, 3.7915, 4.1463, 24.9073

Atoms and the computed forces on them: element, x, y, z (angstrom), force x, y, z (eV/angstrom)
Si, 1.1874, 4.5251, -3.4004, -0.1248, -0.2311, -0.2379
Si, 10.7487, 1.5625, -0.79, -0.0668, 0.0814, -0.1765
Si, 10.6734, 10.7163, -0.6941, 0.0014, 0.2781, -0.1178
Si, 3.08, 1.0972, -0.9236, 0.0252, 0.2016, -1.0187
Si, 4.1587, 5.0212, -3.8935, 0.0122, 0.0173, -0.2592
Si, 1.0854, 10.077, 0.5831, -0.0594, -0.0969, -0.0748
Si, 6.9767, 2.1054, -1.0531, 0.5594, 0.3969, 0.7064
Si, 7.0258, 6.8755, -0.6313, -0.1486, -0.0752, 0.3057
Si, 6.9546, 9.2596, -0.7161, 0.1175, 0.1581, -0.6805
Si, 1.2398, 2.1325, 0.2904, -0.283, -0.1381, 0.0299
Si, 1.2958, 6.4125, 0.3575, -0.229, 0.0694, -0.0726
Si, 3.0854, 10.0261, -0.6098, 0.1368, 0.1098, 0.4168
Si, 4.9797, 2.0912, 0.2195, -0.1206, -0.1414, 0.1112
Si, 4.9616, 4.1691, 1.5025, -0.0338, 0.0394, -0.0824
Si, 5.0823, 9.9505, 0.5856, -0.153, 0.0468, -0.0441
Si, 8.8396, 2.0425, 0.4602, 0.0406, -0.266, 0.2085
Si, 9.0222, 6.0631, 0.3038, 0.412, 0.1095, -0.0962
Si, 8.8523, 9.9371, 0.5445, 0.0603, -0.0023, 0.1162
Si, 1.26, 4.2498, 1.5369, 0.0835, -0.1309, -0.0315
Si, 1.1146, 8.1326, 1.8967, -0.1412, 0.0826, 0.232
Si, 1.1565, 11.9704, 1.9272, -0.0266, 0.0481, 0.1817
Si, 4.9372, 6.3121, 0.2977, 0.1107, 0.3221, -0.0168
Si, 5.0129, 8.0393, 1.9, -0.013, -0.0188, 0.1443
Si, 5.0897, 11.9136, 1.8478, 0.2083, -0.0589, 0.2191
Si, 8.915, 4.1144, 1.656, -0.2111, 0.0069, -0.0626
Si, 9.0246, 7.9625, 1.808, 0.1517, -0.1468, -0.1227
Si, 8.8305, 11.7942, 1.9715, -0.0884, 0.2599, -0.0805
Si, 10.8679, 4.1837, 3.0304, -0.0727, -0.0195, -0.1387
Si, 10.811, 8.0314, 3.314, -0.0053, 0.0416, -0.0129
Si, 10.7819, 11.8982, 3.2963, 0.0785, -0.0844, -0.051
Si, 3.1267, 4.1868, 2.9948, -0.0233, 0.0287, -0.0173
Si, 3.0732, 8.1142, 3.208, -0.0097, 0.0261, -0.0089
Si, 3.1247, 11.9178, 3.2021, -0.0871, -0.0317, -0.0207
Si, 6.9191, 4.1572, 2.958, 0.1427, -0.0425, -0.1641
Si, 7.0232, 7.984, 3.0974, -0.0444, -0.1084, 0.006
Si, 6.9397, 11.8717, 3.2906, 0.039, 0.1098, -0.051
Si, 10.829, 2.3384, 4.5552, 0.0741, -0.0269, 0.0803
Si, 10.8407, 6.0368, 4.5415, 0.0425, 0.0069, 0.0052
Si, 10.7898, 9.9653, 4.6576, 0.0567, 0.0889, 0.002
Si, 3.1356, 2.3375, 4.5032, 0.0296, -0.1111, 0.0001
Si, 3.1507, 6.0977, 4.3962, -0.082, 0.0154, -0.0328
Si, 3.0297, 10.0106, 4.5973, 0.1016, 0.0352, -0.0287
Si, 6.9909, 2.3287, 4.5095, -0.1036, -0.1186, 0.1011
Si, 6.9522, 6.0344, 4.3865, -0.0488, 0.0663, -0.0048
Si, 6.9735, 9.8683, 4.5022, -0.0908, 0.121, -0.0741
Si, 1.2352, 13.9107, 5.9276, -0.0928, 0.0352, -0.0911
Si, 1.3129, 6.1246, 5.8286, -0.0535, -0.1422, -0.0884
Si, 1.1442, 10.0235, 6.0589, -0.0436, -0.0029, 0.1897
Si, 5.0691, 13.8331, 5.8695, 0.0152, 0.0658, 0.0721
Si, 5.0513, 6.0932, 5.7731, 0.0622, 0.0236, 0.1209
Si, 5.0335, 9.9458, 5.793, -0.0112, -0.0782, 0.1652
Si, 8.9021, 13.8199, 5.949, 0.0065, 0.2513, -0.0706
Si, 8.8156, 5.9859, 5.7988, 0.0055, -0.1155, -0.0689
Si, 8.8226, 9.8786, 5.9334, -0.0252, -0.0677, 0.0196
Si, 1.2856, 4.302, 7.2968, 0.1988, 0.026, 0.1203
Si, 1.2422, 7.9773, 7.288, 0.1229, 0.0695, 0.2121
Si, 1.2064, 12.0491, 7.3671, 0.0416, 0.006, -0.1478
Si, 5.0766, 4.2282, 7.2176, -0.0051, -0.071, 0.0829
Si, 5.0388, 8.0399, 7.1198, -0.0035, -0.0714, 0.036
Si, 5.0664, 11.8306, 7.1771, -0.1274, 0.0465, -0.1625
Si, 8.8792, 4.1972, 7.3331, -0.1601, -0.0656, 0.0978
Si, 8.8318, 7.8638, 7.199, 0.0165, 0.1279, 0.2786
Si, 8.6872, 11.8232, 7.2368, 0.3563, -0.286, 0.457
Si, 10.8446, 4.8602, 8.4464, 0.0575, 0.1844, -0.0194
Si, 10.796, 7.2785, 8.3937, -0.1106, -0.281, -0.321
Si, 11.118, 12.2191, 9.0597, 0.0677, -0.2356, 0.3122
Si, 3.2414, 4.2986, 8.7267, 0.0277, 0.1752, -0.0804
Si, 3.2449, 8.1013, 8.6341, 0.0238, -0.023, -0.0685
Si, 3.1915, 11.9994, 8.5529, 0.1385, -0.0876, -0.0408
Si, 6.9231, 4.1326, 8.7255, -0.0997, 0.1824, -0.1359
Si, 6.939, 9.7992, 9.9402, 0.1781, -0.1741, 0.2911
Si, 6.8769, 11.8093, 8.6692, -0.3809, 0.1622, 0.0715
Si, 11.615, 11.5234, 11.9511, -0.2471, 0.1853, 0.1959
Si, 10.2159, 5.2962, 12.4502, 0.0125, -0.0585, 0.2166
Si, 10.9277, 7.6922, 10.6382, 0.0701, 0.2638, -0.199
Si, 3.8484, 13.8493, 9.8261, -0.4971, -0.1012, 0.44
Si, 3.9406, 6.2584, 9.9702, -0.2034, 0.0208, 0.5324
Si, 3.2613, 10.1254, 9.9336, -0.0544, 0.1015, 0.0592
Si, 6.2184, 13.7305, 9.9037, 0.4897, 0.0927, 0.5202
Si, 6.3663, 6.0703, 9.9919, 0.1061, 0.0438, -0.0041
Si, 6.8875, 7.9065, 8.5637, -0.0585, -0.0649, -0.1154
Si, 1.8095, 14.1263, 11.9998, 0.2347, 0.1629, 0.3292
Si, 11.1127, 3.5619, 10.3669, 0.0408, 0.1494, -0.3085
Si, 1.8645, 9.3128, 11.5955, -0.2059, 0.0933, 0.0265
Si, 6.267, 12.7317, 12.7855, -0.1191, -0.1221, 0.1578
Si, 3.4518, 7.8679, 12.5298, 0.3919, -0.1293, 0.006
Si, 5.1137, 10.0759, 11.3554, 0.2398, 0.3611, 0.2671
Si, 8.8594, 11.1849, 13.4861, 0.0826, 0.0173, 0.227
Si, 7.3843, 6.6479, 12.1228, -0.4048, -0.4817, 0.2032
Si, 8.1889, 8.8313, 11.6881, 0.68, 0.7919, -0.0672
Si, 2.487, 9.6761, 17.121, -0.2006, 0.1955, -0.1351
Si, 6.868, 11.6191, 24.0387, 0.1007, -0.3448, -0.8527
Si, 7.5174, 5.1521, 20.9272, -0.3134, 0.2321, -0.0376
Si, 14.4249, 6.6825, 21.9467, 0.294, -0.4682, 0.1857
Si, 1.4325, 6.9057, 17.2449, -0.0536, -0.0235, -0.0535
Si, 14.8577, 10.4836, 23.6963, -0.0548, 0.0047, 0.144
Si, 8.6453, 5.2343, 16.7602, 0.0864, 0.0397, -0.1801
Si, 7.3719, 2.4179, 17.1637, -0.1332, 0.0015, -0.2448
Si, 12.9964, 13.6232, 19.4342, 0.1064, 0.2321, -0.607
Si, 11.3927, 5.2365, 15.4282, -0.0025, -0.1459, 0.3063
Si, 11.775, 8.2614, 22.0371, 0.2527, 0.0188, -0.5412
Si, 7.9754, 7.1537, 18.9471, -0.0412, -0.1217, -0.4691
Si, 10.5957, 10.2467, 22.1314, -0.0564, 0.2533, -0.0323
Si, 5.1172, 14.4953, 15.1666, -0.2599, -0.027, 0.2634
Si, 0.8942, 12.2258, 16.6883, 0.0178, -0.0142, -0.1558
Si, 6.2721, 5.9494, 14.9126, 0.0626, -0.0907, 0.1524
Si, 10.6113, 5.7388, 21.5345, -0.0628, -0.7481, -1.0162
Si, 14.6752, 13.0952, 21.9583, -0.4616, 0.1268, -0.2849
Si, 9.3207, 11.7254, 16.4447, 0.1707, -0.0122, -0.0278
Si, 7.3776, 9.9549, 18.2637, 0.0646, 0.0075, -0.7233
Si, 1.9917, 14.5698, 15.0206, 0.1335, -0.105, 0.4025
Si, 4.7107, 10.3809, 19.0539, -0.0679, 0.0244, -0.4874
Si, 3.7859, 7.4682, 15.6048, 0.1338, -0.0759, 0.3121
Si, 1.4229, 16.5716, 19.8041, 0.2465, -0.0253, -0.4378
Si, 5.8687, 12.346, 21.2534, 0.1882, -0.1749, -0.4212
Si, 7.4484, 13.6339, 20.2274, 0.1492, 0.2089, -0.2215
Si, 10.504, 13.063, 21.0901, 0.1776, 0.2433, -0.1597
O, 9.8243, 11.5025, 8.4208, 0.0192, 0.3304, -0.2427
O, 10.6895, 2.1268, 9.6997, 0.2623, -0.2098, 0.0596
O, 11.5812, 11.3072, 10.338, -0.0753, 0.1465, -0.0271
O, 1.0184, 10.3454, 12.5663, -0.1848, -0.1874, -0.3208
O, 12.3181, 12.9288, 12.2998, 0.0529, -0.0799, -0.2201
O, 10.1067, 11.5714, 12.5286, 0.1951, -0.0988, -0.0635
O, 10.2277, 3.8357, 11.7192, 0.1997, 0.1381, -0.021
O, 8.6662, 5.7167, 12.5733, 0.0199, 0.2493, -0.0798
O, 12.3836, 8.372, 10.7555, -0.5152, -0.1307, 0.3841
O, 9.7601, 8.6536, 11.2208, 0.2491, -0.3445, 0.2257
O, 3.238, 13.6719, 11.3875, 0.0975, 0.0909, -0.4492
O, 3.4773, 6.5214, 11.572, 0.1712, 0.2234, -0.3453
O, 7.689, 12.3014, 13.4472, -0.0656, -0.1399, -0.1601
O, 6.6447, 13.6859, 11.5223, -0.3349, -0.094, -0.4962
O, 7.7494, 5.9432, 15.5959, -0.0779, -0.1334, 0.1306
O, 8.5444, 10.6755, 17.4101, -0.1551, 0.0297, 0.1741
O, 15.6562, 9.6078, 22.5289, -0.0962, 0.1372, -0.0358
O, 9.1383, 5.2512, 21.0459, 0.1434, 0.0983, 0.1351
O, 3.5324, 14.5375, 15.5524, -0.0109, 0.0098, -0.2805
O, 15.9575, 7.1767, 21.7266, -0.0945, 0.3014, 0.0011
O, 8.6589, 7.9481, 20.1876, -0.2092, 0.1681, 0.1375
O, 5.2376, 5.5547, -2.8317, 0.1443, 0.0656, -0.2778
O, 13.3928, 7.9746, 21.9037, -0.3589, -0.0965, 0.1001
O, 16.2835, 13.3138, 21.9239, -0.1881, -0.3509, 0.033
O, 6.573, 11.3916, 22.3903, -0.2262, -0.0414, 0.2825
O, 1.9331, 15.1589, 19.1977, -0.2521, -0.0704, 0.369
O, 7.4479, 3.7155, -1.3658, -0.3214, -0.251, -0.2447
O, 3.5731, 9.0109, 16.0994, -0.123, -0.2002, 0.0742
O, 11.0091, 6.2946, 11.4597, -0.1541, 0.1862, 0.1918
O, 3.3137, 7.3479, 14.0606, 0.0801, 0.0107, -0.0634
O, 11.4615, 13.6438, 19.9289, -0.0893, -0.0717, 0.2925
O, 0.285, 6.6596, 16.0997, 0.1472, -0.1948, 0.0498
O, 11.0052, 5.342, 13.863, -0.1734, -0.0659, -0.2562
O, 2.0518, 14.8388, 13.4289, -0.1473, -0.1398, -0.3529
O, 2.873, 6.5231, 16.5727, -0.084, 0.3158, -0.1162
O, 3.2747, 10.4448, 18.3136, 0.2241, -0.1637, 0.171
O, 1.5663, 10.783, 16.3852, 0.1087, -0.0675, 0.1802
O, 5.4198, 11.414, 12.3124, -0.0164, -0.2591, -0.4006
O, 13.9676, 12.9027, 20.5103, 0.157, 0.0198, 0.4416
O, 10.061, 4.7049, 16.1893, -0.0162, 0.193, -0.0256
O, 1.0968, 15.7597, 15.6729, -0.1349, 0.0819, -0.2329
O, 7.826, 3.9607, 17.3087, 0.0424, -0.0575, 0.002
O, 10.8376, 12.0423, 16.9284, -0.1038, -0.037, -0.0575
O, 8.2381, 9.7603, 13.04, -0.0801, -0.1771, -0.1915
O, 4.7511, 9.0054, 19.9197, 0.0847, 0.2044, 0.4638
O, 7.2647, 13.3218, 18.637, 0.0797, 0.1482, 0.3686
O, 4.9938, 11.563, 20.1095, -0.0052, 0.0392, 0.4477
O, 1.11, 6.0095, 18.5427, 0.0555, -0.0569, 0.1746
O, 6.9666, 6.1081, 19.7021, 0.4138, -0.0358, 0.2479
O, 8.4869, 13.113, 16.341, -0.0955, -0.0498, 0.2105
O, 6.3491, 6.478, 13.3842, 0.2476, 0.0748, -0.1926
O, 5.8714, 10.4515, 17.8945, 0.0793, -0.1015, 0.5785
O, 4.8465, 8.7757, 12.3635, -0.2906, -0.0417, -0.1837
O, 8.9444, 6.2844, 17.9685, -0.2939, 0.0085, 0.1765
O, 11.0322, 7.2318, 20.9909, 0.1786, -0.1427, 0.5591
O, 1.144, 15.1041, 10.87, -0.358, -0.2407, 0.1843
O, 5.3882, 13.5567, 13.8744, 0.1482, -0.0652, -0.154
O, 2.6014, 17.2045, 20.7137, -0.2393, 0.2763, 0.142
O, 7.6285, 10.281, 19.848, 0.003, -0.289, 0.3172
O, 1.2451, 13.1781, 15.4178, -0.0019, 0.1115, 0.0031
O, 5.9232, 2.3392, 16.4373, 0.2753, 0.1137, -0.0718
O, 1.4994, 8.4859, 17.6577, 0.2393, -0.1312, -0.1384
O, 1.5576, 12.8687, 18.0097, -0.1169, 0.0468, 0.3681
O, 7.0977, 3.6475, 20.5533, 0.1673, -0.1062, 0.0002
O, 5.6399, 4.4592, 14.8929, 0.0829, 0.1173, -0.0148
O, 14.1153, 14.454, 22.6381, 0.2783, -0.4352, 0.0616
O, 10.7844, 13.7676, 22.5424, -0.1129, -0.2862, 0.1264
O, 11.6677, 4.7628, 20.7461, -0.2095, 0.3282, 0.243
O, 2.7962, 4.5387, -3.1396, 0.091, 0.1597, -0.0657
O, 3.0881, 1.4486, -2.5541, 0.0635, -0.1292, 0.2551
O, 9.4196, 11.0415, 14.991, -0.1571, 0.1433, -0.2217
O, 14.3054, 11.8252, 22.9176, 0.2961, 0.0551, -0.1269
O, 10.8424, 11.4667, 21.0794, -0.3301, 0.0252, 0.1189
O, 5.3212, 6.9662, 15.7546, -0.1809, -0.023, -0.3107
O, 7.3551, 8.3357, 18.0089, 0.0944, 0.0618, 0.4758
O, 8.9696, 13.3227, 20.6849, 0.0228, -0.0259, 0.0124

Results
free energy: -49063.132 eV
free energy less fixed offsets of O -463.61, Si -117.95 eV per atom: -28.622 eV
pressure: -1.22 GPa
stress xx, yy, zz, yz, xz, xy (GPa, positive in tension): 0.93, 1.16, 1.58, 0, 0.1, -0.2

The program warned: the forces do not sum to zero within the program's tolerance.
